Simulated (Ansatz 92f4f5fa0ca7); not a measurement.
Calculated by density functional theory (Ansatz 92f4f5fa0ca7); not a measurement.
Periodic cell of 189 atoms, Si117O72, from a study of silicon, its oxide and their interface. The atomic structure is a simulated model.

Settings: functional r2SCAN; potential files Ansatz norm-conserving; basis plane waves; wave-function cutoff 1300 eV; density cutoff ratio 4; exchange-correlation grid ratio 1; k mesh 2 x 2 x 1, shifted by 0.5 0.5 0.5 of a step; self-consistency stop 5e-08 eV per atom in the density residual; occupations Fermi-Dirac, 0.05 eV; spin none; net charge 0.

Cell vectors (angstrom)
a  11.5403  0  0
b  0  11.5403  0
c  -4.345  2.2919  24.7826

Atoms: element, x, y, z (angstrom)
Si  -0.5575  -0.481  0.3749
Si  -0.3613  3.8165  0.2338
Si  -0.7079  7.8579  0.3155
Si  3.4303  -1.2417  0.3132
Si  3.092  4.1229  0.1845
Si  3.1655  7.1601  0.7618
Si  7.2493  0.0019  0.1113
Si  7.0358  3.1741  0.0935
Si  6.9383  7.352  0.505
Si  1.5024  -0.3316  1.5103
Si  1.3802  3.623  1.742
Si  1.1421  7.3352  1.7966
Si  5.3156  -0.5282  1.5137
Si  5.103  3.5117  1.4499
Si  5.1332  7.2549  1.9351
Si  9.0456  -0.1826  1.6425
Si  9.0497  3.5725  1.4227
Si  8.95  7.5502  1.6985
Si  1.4563  1.5842  2.9241
Si  1.2474  5.4541  3.1547
Si  1.3349  9.3499  2.9984
Si  5.1444  1.5223  2.8245
Si  5.1835  5.2827  3.0849
Si  5.2434  9.2725  3.0802
Si  9.0822  1.722  2.941
Si  9  5.4958  2.9139
Si  9.0072  9.44  3.0321
Si  -0.5262  1.6043  4.2824
Si  -0.7001  5.474  4.423
Si  -0.5964  9.3808  4.3616
Si  3.3199  1.5585  4.3305
Si  3.2468  5.4164  4.4345
Si  3.2712  9.3205  4.3697
Si  7.1059  1.6033  4.261
Si  7.1408  5.409  4.3854
Si  7.1386  9.3272  4.4267
Si  -0.5954  -0.2747  5.7295
Si  -0.6009  3.4876  5.6854
Si  -0.6194  7.4606  5.7207
Si  3.2771  -0.3185  5.7526
Si  3.2751  3.4523  5.7325
Si  3.2812  7.4046  5.7215
Si  7.1267  -0.2875  5.7319
Si  7.1364  3.4636  5.7031
Si  7.128  7.3911  5.7359
Si  1.3229  -0.3053  7.0888
Si  1.3118  3.4561  7.0405
Si  1.3332  7.4703  7.0492
Si  5.2076  -0.3273  7.1101
Si  5.2232  3.425  7.0672
Si  5.2071  7.423  7.0902
Si  9.0354  -0.3349  7.123
Si  9.0494  3.4756  7.0782
Si  9.0299  7.4699  7.1261
Si  1.2402  1.5751  8.4693
Si  1.344  5.4638  8.2195
Si  1.3478  9.3596  8.5228
Si  5.2497  1.5418  8.5239
Si  5.2603  5.4131  8.2806
Si  5.1408  9.3288  8.5363
Si  9.0118  1.5651  8.473
Si  9.0949  5.4774  8.3367
Si  9.037  9.3359  8.619
Si  -0.6933  1.5662  9.9038
Si  -0.4875  5.5988  9.6271
Si  -0.4982  9.3832  10.0167
Si  3.2135  1.513  9.729
Si  3.2775  5.4281  9.4837
Si  3.224  9.3369  9.9751
Si  7.2048  1.4868  9.9665
Si  7.1694  5.3745  9.6448
Si  7.014  9.3422  9.9662
Si  -0.7667  -0.2723  11.5616
Si  -0.5476  3.695  10.8745
Si  -0.3533  7.3426  11.2411
Si  3.1157  -0.1628  11.3948
Si  3.3152  3.5378  10.7874
Si  3.2927  7.1665  10.9694
Si  7.0364  -0.3853  11.5886
Si  7.256  3.5365  11.1027
Si  7.1346  7.2418  11.0145
Si  1.1691  0.5328  12.7404
Si  1.4167  3.6227  12.0886
Si  1.6644  6.6474  12.5963
Si  4.9876  0.4893  12.6949
Si  5.1856  3.5944  12.1253
Si  5.1792  6.6957  12.2286
Si  8.8302  -1.2943  13.1137
Si  9.2419  4.1409  12.3406
Si  9.0956  7.1887  12.2494
Si  3.1237  1.3437  21.8399
Si  0.6231  10.487  18.1818
Si  0.2756  12.1088  15.6751
Si  3.7702  7.6966  14.6176
Si  4.8952  5.284  16.4016
Si  6.9539  3.17  16.2855
Si  -1.9539  2.7312  15.0486
Si  5.9354  12.0756  17.4359
Si  5.2197  5.0402  19.2626
Si  2.8408  4.088  18.1254
Si  -1.4954  12.4171  22.2967
Si  -2.8732  7.5862  17.7553
Si  3.2678  7.5755  23.2045
Si  -0.125  7.9374  19.1953
Si  -3.0012  5.1752  22.6989
Si  7.6562  -1.4522  15.9918
Si  -0.4654  10.1712  20.8372
Si  0.1601  4.9373  19.1334
Si  7.5841  2.3548  22.4342
Si  1.7141  1.4624  18.0088
Si  -5.2799  8.2372  23.0397
Si  5.6211  13.6066  20.0645
Si  -4.2598  6.8922  20.5589
Si  0.3844  13.9295  20.4741
Si  -2.3156  4.6907  17.2256
Si  4.7858  -1.2011  15.4035
Si  2.3133  10.1902  22.3284
O  -1.5652  10.8594  21.7897
O  -0.5762  -2.0798  0.1138
O  -2.9578  3.6237  22.258
O  -4.3451  5.2573  23.6311
O  7.2458  5.838  -0.0878
O  -0.1707  5.3432  -0.4137
O  0.9307  10.4612  21.5655
O  0.453  6.4776  19.5274
O  3.196  5.7638  -0.2034
O  4.3528  6.5822  15.6451
O  6.5534  8.2213  -0.8589
O  8.2135  8.8082  16.8155
O  6.9646  1.5661  -0.2373
O  5.7398  15.044  19.3151
O  6.9873  3.7873  -1.4752
O  -3.7698  7.4574  19.1169
O  3.6782  9.1531  15.3483
O  8.9367  8.5651  13.202
O  -1.0088  7.4943  -1.296
O  1.3381  2.1979  12.9651
O  1.5203  5.0246  13.0148
O  6.8865  13.5175  21.0408
O  0.9342  -0.0059  14.309
O  5.1268  5.1226  12.8746
O  5.0666  2.1573  13.027
O  5.5586  5.7325  17.8307
O  -0.0007  10.8547  16.7136
O  1.2919  4.5381  18.0328
O  9.0981  5.6799  13.0298
O  -1.7828  3.09  13.4913
O  7.9076  3.7579  17.4965
O  -1.3413  7.8639  18.1539
O  7.9798  2.4976  15.2259
O  0.3075  15.5618  20.469
O  4.8533  7.4485  22.9522
O  2.2916  7.3499  13.988
O  -3.1051  6.0179  21.2957
O  5.9475  2.0123  16.7676
O  -1.3307  4.757  18.5126
O  8.6033  -0.9528  14.7496
O  -2.8739  6.1926  16.9127
O  4.2807  2.0443  20.963
O  6.035  4.3749  15.6623
O  2.6991  8.6256  22.0953
O  5.929  5.9732  20.3741
O  5.7171  12.3497  19.0247
O  -0.9904  13.3135  21.0398
O  4.707  11.1993  16.8044
O  3.3254  11.2709  21.6565
O  -0.5638  12.9652  23.5173
O  2.9476  2.4605  18.3501
O  0.4506  1.9517  18.9084
O  4.6551  -0.1721  14.1652
O  -0.6523  0.2406  -1.1188
O  3.5812  4.9084  19.3441
O  3.2256  1.6417  23.4266
O  1.3333  13.1071  16.4349
O  -0.4791  10.8423  19.3446
O  7.3343  11.2863  17.0811
O  -1.0898  1.4092  15.4044
O  -0.652  8.5725  20.6089
O  -3.0132  12.6406  22.7882
O  -4.5935  8.1199  21.5696
O  1.6841  1.8786  21.2903
O  6.2452  -1.9159  15.3405
O  4.9063  7.7776  13.4519
O  1.9626  -0.1167  18.3744
O  3.1931  8.6586  0.0345
O  -1.5208  4.0139  15.9768
O  3.5811  4.3737  16.7169
O  0.9823  8.9101  18.4531
O  -1.6792  5.6398  23.5431

Results
free energy: -47208.308 eV
free energy less fixed offsets of O -463.61, Si -117.95 eV per atom: -28.238 eV
pressure: -1.43 GPa
stress xx, yy, zz, yz, xz, xy (GPa, positive in tension): 0.33, 2.19, 1.76, -0.1, 0.03, -0.02

Forces (eV/angstrom), in the order of the atoms: element, x, y, z
Si  0.1312  -0.0871  -0.4166
Si  -0.1065  -0.0689  -0.4928
Si  -0.1815  0.4865  -0.3598
Si  0.0436  -0.3133  -0.7503
Si  -0.0076  0.2742  -0.5875
Si  -0.0518  0.0665  -0.9203
Si  -0.125  -0.1223  -0.1486
Si  -0.1159  -0.5408  -0.247
Si  -0.0644  -0.1198  -0.5067
Si  -0.0522  -0.1492  -0.1515
Si  0.0928  -0.0316  -0.1311
Si  -0.2351  0.0743  -0.279
Si  0.1349  0.1065  -0.2106
Si  -0.0047  0.0952  -0.2323
Si  0.0991  0.1544  -0.0067
Si  0.0324  -0.1413  -0.3706
Si  0.042  0.0682  -0.2756
Si  0.0135  -0.064  -0.2105
Si  -0.0719  -0.1253  -0.0352
Si  -0.1124  0.0681  0.2328
Si  -0.0715  0.0699  0.234
Si  0.1291  -0.0633  -0.0846
Si  0.1029  -0.2208  0.0892
Si  0.0425  0.0871  0.2188
Si  -0.0839  0.0845  -0.0021
Si  -0.0088  -0.0977  -0.1492
Si  0.0835  0.093  0.072
Si  -0.0151  0.0308  -0.0698
Si  0.0858  -0.1114  0.0421
Si  0.0849  -0.0089  -0.151
Si  0.0031  0.0578  -0.044
Si  -0.043  0.0422  -0.0031
Si  -0.0247  0.0667  -0.1126
Si  0.0227  0.05  -0.1639
Si  -0.1047  -0.0522  0.0468
Si  -0.0124  -0.0673  -0.0547
Si  0.01  -0.1051  0.0082
Si  -0.0164  -0.0141  -0.0249
Si  -0.0281  0.0738  0.0063
Si  -0.0547  0.0263  0.004
Si  0.0001  -0.1274  0.0197
Si  0.0596  0.0617  0.0461
Si  -0.0827  -0.0687  0.0151
Si  -0.0139  0.0304  -0.017
Si  0.0902  0.1208  -0.0582
Si  0.0211  0.0108  -0.0035
Si  -0.146  0.0537  -0.1103
Si  0.0658  -0.0475  -0.0996
Si  0.0529  0.0458  0.0271
Si  0.0456  0.1049  -0.0419
Si  -0.0853  -0.013  -0.024
Si  0.0771  0.0559  0.0472
Si  0.0319  -0.1168  0.0454
Si  -0.0415  -0.1035  -0.0112
Si  0.0819  -0.1361  0.1364
Si  0.0475  0.116  -0.0214
Si  -0.1041  0.0137  0.0441
Si  -0.0825  -0.1649  0.1234
Si  0.0002  0.0308  0.0384
Si  0.1091  0.0092  0.0021
Si  -0.0045  -0.0044  0.0001
Si  -0.0283  0.0462  -0.0546
Si  -0.0713  0.0843  0.1687
Si  -0.1826  -0.1393  0.0179
Si  0.0785  0.024  -0.1995
Si  -0.0831  0.1114  0.0509
Si  0.0151  -0.1511  -0.2406
Si  -0.0165  -0.033  -0.3254
Si  0.054  0.155  0.1431
Si  0.0426  -0.1526  0.0707
Si  -0.0234  -0.01  -0.2168
Si  0.0819  0.0503  -0.0782
Si  0.2004  -0.1655  0.1575
Si  -0.0404  0.0119  0.1553
Si  0.1457  -0.1534  0.2721
Si  -0.0616  0.1702  -0.0355
Si  -0.1339  0.0602  0.1999
Si  -0.1034  -0.0195  0.0475
Si  -0.1775  0.0108  0.1928
Si  0.2392  0.2116  0.2827
Si  -0.2475  -0.1075  0.2217
Si  -0.0957  0.2783  0.6446
Si  -0.0909  0.0165  0.8596
Si  0.2767  -0.3121  0.579
Si  0.0496  0.3453  0.6231
Si  0.0924  0.0532  0.938
Si  0.1872  -0.266  0.7557
Si  -0.2234  -0.1555  0.353
Si  -0.0478  0.2112  0.5065
Si  -0.0838  -0.212  0.7396
Si  0.0172  0.1561  -0.4011
Si  0.1223  -0.0997  0.1425
Si  0.1714  0.0921  0.4683
Si  0.0249  -0.118  0.2218
Si  0.0353  -0.2054  0.2186
Si  -0.2346  0.0532  0.3733
Si  -0.0577  0.1625  0.2975
Si  -0.0627  0.2427  0.283
Si  0.0265  -0.0216  0.0557
Si  0.0032  -0.0789  -0.0474
Si  -0.1961  -0.0301  -0.4605
Si  0.044  -0.1186  0.1049
Si  -0.1472  -0.1336  -0.3183
Si  0.0026  -0.1901  -0.0447
Si  0.1444  -0.0795  -0.3336
Si  -0.031  -0.2024  0.4606
Si  -0.3183  -0.0118  -0.0375
Si  0.0144  0.0431  0.049
Si  0.0951  -0.1893  -0.2687
Si  0.2107  0.1263  0.0945
Si  0.2115  0.1506  -0.4321
Si  -0.0528  -0.0469  -0.2555
Si  -0.098  -0.066  -0.4107
Si  -0.1633  0.1625  -0.0278
Si  -0.108  0.1585  0.3136
Si  0.1022  0.101  0.3697
Si  -0.1774  0.3068  -0.5699
O  0.3603  0.2437  0.1156
O  -0.0468  -0.1387  0.1291
O  -0.141  0.0507  0.217
O  -0.0764  0.3093  0.412
O  0.1063  0.1779  -0.2266
O  -0.2284  -0.3086  -0.0409
O  0.211  -0.1025  0.2608
O  -0.1617  0.033  -0.1076
O  0.0293  -0.0572  0.7176
O  -0.2127  0.3292  -0.3973
O  0.2205  -0.3277  0.3664
O  -0.0526  0.2387  -0.207
O  0.1167  0.3245  0.3348
O  -0.1538  0.0497  0.0958
O  0.2561  0.3284  0.5835
O  0.075  -0.1129  0.1544
O  0.1119  -0.0354  -0.2166
O  0.1384  0.585  -0.4657
O  0.0946  -0.3485  0.5195
O  -0.1132  -0.4687  -0.4003
O  -0.1152  0.3416  -0.6548
O  0.0582  0.1892  0.3844
O  0.1004  0.2347  -0.6077
O  -0.0065  0.1088  -0.6679
O  0.1046  -0.322  -0.6931
O  -0.2331  -0.2424  -0.2228
O  0.1383  0.2114  -0.1109
O  0.0779  -0.0865  0.1672
O  0.0632  -0.0861  -0.7845
O  -0.0961  0.1269  0.0318
O  0.0547  0.0013  -0.462
O  -0.0441  -0.0275  0.0925
O  0.1901  0.0892  -0.0325
O  0.0311  -0.1859  -0.2551
O  -0.1003  0.176  0.1665
O  -0.0448  -0.1834  -0.3349
O  -0.1422  -0.1012  0.5318
O  0.2058  -0.0607  -0.0841
O  0.0817  0.0125  -0.1917
O  0.2005  -0.0232  -0.7102
O  0.1387  -0.0951  0.1503
O  -0.0821  -0.1086  0.2031
O  -0.004  -0.0253  0.0777
O  0.156  -0.1045  0.464
O  0.2566  0.0854  0.0107
O  -0.0054  0.2046  -0.1339
O  0.0229  -0.2259  0.2988
O  0.2456  -0.1743  -0.4358
O  -0.2785  -0.0169  0.3694
O  -0.23  -0.118  0.4039
O  -0.2876  0.1152  -0.0865
O  0.22  -0.0634  0.0285
O  0.1641  0.0221  -0.2516
O  0.0096  -0.1773  0.4816
O  0.2365  -0.1662  -0.3364
O  -0.0999  0.0871  0.3659
O  -0.2722  -0.3155  -0.0657
O  0.2755  -0.2179  0.0223
O  -0.1641  -0.1427  -0.4094
O  0.02  0.061  -0.1838
O  0.1926  0.3213  -0.1792
O  0.1742  0.1235  -0.0648
O  -0.1892  -0.1448  0.593
O  0.1519  -0.1304  0.065
O  -0.1067  0.2322  -0.0271
O  -0.0403  -0.2915  -0.1306
O  -0.4483  0.1614  -0.1499
O  0.1506  0.2926  0.2685
O  -0.2094  -0.3022  -0.1891
O  0.2287  0.1768  0.1932
O  -0.3125  0.2066  0.1266
O  0.014  0.2279  0.5258
